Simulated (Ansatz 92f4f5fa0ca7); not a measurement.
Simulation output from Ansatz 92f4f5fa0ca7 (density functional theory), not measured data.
Periodic cell of 225 atoms, Si133O90H2, from a study of silicon, its oxide and their interface. The atomic structure is a simulated model.
Doubt: the cutoff is far below the 930 eV that the study's wrapper takes by default for these files, so forces and energies are approximate.

Settings
functional: PBE
potential files: Ansatz PAW
basis: plane waves
wave-function cutoff: 580 eV
density cutoff ratio: 5
exchange-correlation grid ratio: 1
k mesh: 1 x 1 x 1, Gamma-centred
self-consistency stop: 5e-08 eV per atom in the density residual
occupations: fixed
spin: none
net charge: 0

Cell vectors (angstrom)
a, 10.938, 0, 0
b, 0, 10.938, 0
c, 0, 0, 33.0676

Atoms: element, x, y, z (angstrom)
Si, 0.3303, -0.2789, 25.7125
Si, 5.2501, 0.4206, 25.5633
Si, 2.9422, 2.5204, 25.4757
Si, 8.1046, 3.0477, 25.4957
Si, -0.3985, 5.8883, 25.6105
Si, 5.882, 5.1897, 25.6613
Si, 2.584, 8.5632, 25.6191
Si, 8.3813, 8.1443, 25.3072
Si, 1.4368, 1.3918, 26.9368
Si, 6.8787, 1.4945, 26.8953
Si, 4.1418, 4.0776, 26.8703
Si, 9.524, 4.2335, 26.9649
Si, 1.3562, 6.9344, 26.8777
Si, 6.9362, 6.9138, 26.8676
Si, 4.1462, 9.7088, 26.9297
Si, 9.5691, 9.5397, 26.8979
Si, 2.7451, 0.0291, 28.3271
Si, 8.1985, 0.0174, 28.2362
Si, -0.0063, 2.7725, 28.2423
Si, 5.47, 2.7528, 28.3098
Si, 2.7286, 5.479, 28.22
Si, 8.1736, 5.5305, 28.3342
Si, -0.0176, 8.2104, 28.3115
Si, 5.4846, 8.2271, 28.2292
Si, 4.1018, 1.3673, 29.6493
Si, 9.5708, 1.3673, 29.6493
Si, 1.3673, 4.1018, 29.6493
Si, 6.8362, 4.1018, 29.6493
Si, 4.1018, 6.8362, 29.6493
Si, 9.5708, 6.8362, 29.6493
Si, 1.3673, 9.5708, 29.6493
Si, 6.8362, 9.5708, 29.6493
Si, 0, 0, 31.0166
Si, 5.469, 0, 31.0166
Si, 2.7345, 2.7345, 31.0166
Si, 8.2035, 2.7345, 31.0166
Si, 0, 5.469, 31.0166
Si, 5.469, 5.469, 31.0166
Si, 2.7345, 8.2035, 31.0166
Si, 8.2035, 8.2035, 31.0166
Si, 1.3673, 1.3673, 32.3838
Si, 6.8362, 1.3673, 32.3838
Si, 4.1018, 4.1018, 32.3838
Si, 9.5708, 4.1018, 32.3838
Si, 1.3673, 6.8362, 32.3838
Si, 6.8362, 6.8362, 32.3838
Si, 4.1018, 9.5708, 32.3838
Si, 9.5708, 9.5708, 32.3838
Si, 2.7345, 0, 0.6835
Si, 8.2035, 0, 0.6835
Si, 0, 2.7345, 0.6835
Si, 5.469, 2.7345, 0.6835
Si, 2.7345, 5.469, 0.6835
Si, 8.2035, 5.469, 0.6835
Si, 0, 8.2035, 0.6835
Si, 5.469, 8.2035, 0.6835
Si, 4.1018, 1.3673, 2.0507
Si, 9.5708, 1.3673, 2.0507
Si, 1.3673, 4.1018, 2.0507
Si, 6.8362, 4.1018, 2.0507
Si, 4.1018, 6.8362, 2.0507
Si, 9.5708, 6.8362, 2.0507
Si, 1.3673, 9.5708, 2.0507
Si, 6.8362, 9.5708, 2.0507
Si, 0, 0, 3.418
Si, 5.469, 0, 3.418
Si, 2.7345, 2.7345, 3.418
Si, 8.2035, 2.7345, 3.418
Si, 0, 5.469, 3.418
Si, 5.469, 5.469, 3.418
Si, 2.7345, 8.2035, 3.418
Si, 8.2035, 8.2035, 3.418
Si, 1.3948, 1.3189, 4.7315
Si, 6.8728, 1.3459, 4.8703
Si, 4.1491, 4.0042, 4.8115
Si, 9.5748, 4.0736, 4.7798
Si, 1.3584, 6.8031, 4.7901
Si, 6.7756, 6.8766, 4.6926
Si, 4.0948, 9.5609, 4.8108
Si, 9.5695, 9.5765, 4.8182
Si, 2.694, -0.0417, 6.1529
Si, 8.2247, -0.017, 6.3048
Si, 0.0089, 2.6027, 6.08
Si, 5.5034, 2.6276, 6.3353
Si, 2.6394, 5.3044, 6.0871
Si, 8.0997, 5.485, 5.9474
Si, -0.0121, 8.1484, 6.1783
Si, 5.4183, 8.1418, 6.1366
Si, 3.771, 1.4821, 7.6033
Si, 9.9736, 1.0785, 7.612
Si, 1.5273, 3.6925, 7.5095
Si, 6.6318, 4.4378, 7.4433
Si, 4.2309, 6.4346, 7.3398
Si, 9.2183, 6.9862, 7.3318
Si, 1.1705, 9.6954, 7.5346
Si, 7.0374, 9.2291, 7.4765
O, 9.5035, 6.9843, 24.8452
O, 4.0744, 1.424, 24.9002
O, 8.1834, 8.1265, 7.9849
O, 2.8423, 2.7978, 7.9533
O, 6.9362, 4.1035, 24.9243
O, 1.4312, 9.6071, 25.0028
O, 5.429, 5.4661, 7.9735
O, 0.0742, -0.1319, 8.1141
O, 7.5561, 4.254, 8.8167
O, 10.8165, 6.4961, 15.7553
O, 9.6329, 6.0148, 8.6164
O, 1.8098, 8.9964, 8.8876
O, 3.8733, 0.6775, 9.0572
O, 0.7346, 3.8538, 8.9662
O, 9.7629, 1.9493, 9.0208
O, 3.2464, 6.7746, 8.6149
O, 7.7942, 8.8739, 23.8847
O, 8.9619, 2.5321, 24.1581
O, 5.2828, 6.0635, 24.4104
O, 2.1366, 3.0824, 24.1132
O, 10.5299, 0.3907, 24.4314
O, 0.1915, 4.9212, 24.4185
O, 3.4479, 8.0608, 24.294
O, 6.1284, 10.8173, 24.2872
Si, 10.7134, -2.9478, 19.7229
Si, 11.8661, 5.639, 20.7613
Si, 2.9225, 4.4483, 16.8354
Si, 15.5353, 2.1225, 16.8381
Si, 2.7839, -3.0087, 9.6492
Si, 6.1608, -1.398, 15.7495
Si, 6.8861, -4.0116, 11.5919
Si, 6.2381, 2.9307, 19.3013
Si, 9.2232, -0.6892, 16.2924
Si, 6.3586, 0.2409, 20.3804
Si, 10.5901, 3.059, 9.9166
Si, 0.5892, 12.0701, 20.9113
Si, 3.8966, 0.628, 10.691
Si, 1.9287, 10.3466, 12.8013
Si, 15.1796, -0.4926, 18.0402
Si, 7.1996, -0.6621, 23.1929
Si, -2.1012, 3.2298, 17.5243
Si, 6.0236, 12.2573, 14.4329
Si, 6.6735, 6.6555, 14.4928
Si, 14.6267, 7.2152, 20.7918
Si, -1.2606, 1.2709, 23.3891
Si, 0.8643, -5.3617, 14.8469
Si, 5.2344, 5.6788, 18.7251
Si, 3.5869, 2.7269, 12.7595
Si, 8.6511, 5.1747, 9.6313
Si, 9.2469, -0.4866, 19.3296
Si, 7.8539, 6.0405, 17.0541
Si, -5.3353, -1.537, 10.2784
Si, 3.9247, -4.3332, 23.7325
Si, 4.5105, 5.743, 12.8447
Si, 0.5388, 1.939, 12.7571
Si, -1.9469, 1.8681, 14.6398
Si, 1.5533, 4.5424, 23.63
Si, 0.6783, -7.6025, 18.8008
Si, 10.2697, 7.5984, 16.7927
Si, 1.9668, 7.3, 12.496
Si, 2.3259, -1.1829, 20.2557
O, 5.1527, -0.1822, 19.3636
O, 4.8074, 2.04, 13.6149
O, 11.1176, -3.3939, 18.1929
O, 4.9862, 2.5772, 18.3335
O, -0.778, 13.3626, 13.6215
O, -4.5863, -0.6483, 21.7659
O, 3.7335, 4.3414, 12.6695
O, -5.6305, -0.13, 11.0716
O, 7.4857, -3.9801, 13.1085
O, 12.7281, -7.3241, 17.6596
O, 5.3928, 5.6845, 14.2077
O, 2.0272, 2.4832, 13.2676
O, 7.6434, -1.0619, 16.3197
O, 10.2569, 2.7512, 18.146
O, -1.337, -0.1522, 17.7807
O, 9.5152, 0.4166, 15.1527
O, 2.9528, 10.6563, 14.0324
O, 8.4632, 0.3195, 22.8495
O, 3.5026, 7.0127, 12.9675
O, 1.055, 6.2467, 13.3503
O, 16.8414, 4.4956, 19.6782
O, 3.7576, 3.2755, 16.0627
O, 7.6126, 2.6745, 18.4501
O, 7.5237, 1.7311, 13.8862
O, 7.6513, -5.1323, 15.4575
O, 10.7827, 1.7303, 22.2531
O, 10.32, 0.3382, 20.1937
O, -2.9744, 6.2575, 10.6149
O, 3.7407, 0.7549, 17.0852
O, 6.1439, -2.8931, 15.1297
O, 5.0804, -1.434, 16.9964
O, 8.7906, 2.821, 15.9505
O, 0.3986, 4.7449, 19.5299
O, 5.5108, 6.0206, 11.5758
O, 10.6778, 6.7806, 20.8394
O, 4.1637, -2.2795, 10.1113
O, 2.843, -1.0355, 18.6984
O, 2.3286, -4.5366, 20.397
O, 8.7166, 7.3865, 17.2565
O, -8.2553, -0.2279, 11.392
O, 6.3048, 9.7625, 8.8574
O, 3.7962, 2.1541, 11.2419
O, 12.8734, 11.1142, 21.1065
O, 1.9541, -3.7433, 10.8599
O, 9.334, -2.0816, 19.7174
O, 8.7506, 4.8422, 17.652
O, 5.9475, 1.857, 15.9809
O, 4.7945, 6.9555, 19.634
O, 3.9192, 5.2477, 17.8501
O, 1.4632, 8.7936, 12.8622
O, 6.3963, 6.205, 17.729
O, 2.2824, -5.4989, 15.7011
O, 6.2363, 1.8893, 20.5816
O, 11.3177, 2.3873, 11.2045
O, 11.876, 8.9651, 20.2305
O, 4.2923, -4.2972, 22.1662
O, 5.8398, -0.3101, 14.5575
O, 10.2617, -1.9167, 15.9976
O, -1.3896, 4.1556, 10.5188
O, 7.7388, -0.0396, 19.6075
O, 12.1216, 2.2954, 19.9405
O, 2.7, 5.6025, 24.0602
O, 0.5668, 0.309, 12.8667
O, 14.3607, -2.1236, 21.0156
O, 1.1829, 4.6833, 22.0485
O, 6.5945, -2.4752, 11.1551
H, 0.2542, -6.6733, 14.6694
H, 2.6339, 10.6311, 14.9486

Results
free energy: -135766.849 eV
free energy less fixed offsets of H -15.97, O -568.88, Si -635.61 eV per atom: 0.421 eV

Forces (eV/angstrom), in the order of the atoms: element, x, y, z
Si, 0.0903, -0.0964, -0.2381
Si, 0.0344, 0.06, -0.1259
Si, 0.1336, -0.1897, -0.1781
Si, -0.012, 0.1209, -0.0894
Si, 0.0746, 0.0515, -0.0605
Si, 0.0116, 0.0005, -0.1485
Si, -0.1716, 0.1949, -0.1632
Si, 0.1117, 0.0217, -0.1262
Si, -0.0809, 0.0484, -0.1549
Si, 0.0118, -0.0431, -0.2351
Si, -0.0251, 0.1067, -0.2569
Si, 0.0653, -0.0096, -0.1861
Si, 0.0022, -0.0763, -0.2573
Si, -0.0583, -0.0523, -0.2279
Si, 0.062, 0.0265, -0.1935
Si, -0.0021, 0.0861, -0.2413
Si, -0.0018, -0.001, 0.1002
Si, -0.0469, -0.0226, 0.0185
Si, -0.0198, -0.0283, 0.0635
Si, -0.0181, -0.0209, -0.0401
Si, -0.027, -0.0125, -0.0184
Si, -0.02, 0.027, 0.0614
Si, -0.0161, -0.0603, -0.0457
Si, -0.0983, -0.05, 0.0836
Si, 0.1912, 0.0899, 0.3981
Si, 0.0456, 0.0935, -0.3732
Si, 0.0593, 0.1148, -0.2915
Si, -0.2101, 0.3169, 0.2859
Si, 0.0345, 0.0604, -0.4925
Si, 0.148, -0.013, 0.4801
Si, -0.0714, 0.1264, 0.1523
Si, 0.0487, 0.1038, -0.2832
Si, 0.08, -0.0075, -0.0114
Si, -0.0088, 0.0407, -0.0066
Si, 0.091, 0.025, -0.0183
Si, 0.0144, 0.0162, -0.0339
Si, -0.0018, 0.0762, -0.011
Si, 0.0461, -0.0759, 0.0105
Si, -0.0121, -0.0049, -0.033
Si, 0.096, 0.0138, -0.0098
Si, -0.0208, 0.0231, -0.0143
Si, 0.009, -0.0158, -0.0238
Si, -0.0548, 0.0653, 0.0037
Si, 0.0468, 0.0073, -0.0231
Si, -0.0181, -0.0792, -0.0211
Si, -0.0502, 0.03, -0.025
Si, -0.0124, -0.0081, -0.0251
Si, -0.0639, 0.0172, -0.0069
Si, 0.0549, -0.0439, 0.0129
Si, -0.0094, 0.0443, 0.0055
Si, 0.0036, -0.0236, 0.0466
Si, 0.027, -0.038, 0.0032
Si, -0.0115, 0.0534, 0.0096
Si, -0.0039, 0.0009, 0.0144
Si, 0.0704, -0.0115, 0.0039
Si, 0.0209, -0.0155, 0.0425
Si, -0.0781, 0.0594, -0.0147
Si, -0.0379, -0.0698, 0.0131
Si, 0.0251, 0.0616, 0.0227
Si, -0.0715, -0.0001, 0.0278
Si, -0.1048, -0.146, -0.0008
Si, -0.0315, -0.0148, 0.0246
Si, -0.1054, -0.0374, 0.0032
Si, 0.0753, 0.0348, -0.0114
Si, -0.1428, -0.2542, -0.1978
Si, 0.1514, 0.0356, 0.4403
Si, 0.3271, -0.2285, -0.2238
Si, -0.0764, -0.2121, 0.1774
Si, -0.0825, -0.1372, -0.0321
Si, -0.384, -0.3329, -0.2456
Si, -0.0563, -0.0976, 0.1563
Si, 0.0556, 0.3812, -0.1901
Si, 0.0415, 0.0221, -0.1202
Si, -0.0242, -0.0367, 0.0036
Si, -0.0603, -0.0961, 0.0336
Si, 0.0961, -0.0209, -0.0529
Si, 0.0973, 0.1074, 0.0159
Si, -0.0521, 0.0379, -0.2011
Si, 0.0475, 0.0709, -0.1714
Si, 0.0466, -0.031, 0.0741
Si, -0.04, 0.0277, 0.186
Si, 0.1364, -0.0353, 0.1412
Si, -0.0154, 0.0624, 0.2418
Si, -0.0592, 0.1324, 0.1392
Si, 0.1126, -0.0231, 0.1669
Si, 0.0565, -0.0389, 0.0829
Si, -0.0122, 0.0713, 0.1181
Si, -0.0071, -0.0812, 0.2566
Si, 0.0148, -0.0337, 0.196
Si, 0.0005, -0.034, 0.1908
Si, -0.1491, 0.0579, 0.1958
Si, -0.0506, 0.0828, 0.4425
Si, -0.0393, -0.1576, 0.2003
Si, -0.0052, -0.0471, 0.411
Si, -0.1904, -0.1473, 0.1563
Si, 0.0249, -0.0667, 0.3366
O, 0.1449, -0.1699, 0.4805
O, 0.0552, 0.004, 0.5465
O, -0.0542, 0.0236, -0.4973
O, -0.0717, -0.1602, -0.2808
O, -0.0679, 0.0697, 0.5767
O, -0.0194, 0.014, 0.6638
O, -0.0559, 0.0532, -0.5149
O, -0.0081, 0.1265, -0.4401
O, -0.1002, -0.051, -0.1731
O, -0.092, 0.0234, 0.076
O, 0.073, 0.1431, -0.1296
O, 0.0038, 0.0416, -0.1679
O, -0.0268, 0.1294, -0.3567
O, 0.1179, 0.0758, -0.1811
O, -0.0788, -0.1698, -0.2203
O, 0.0336, 0.0296, -0.0762
O, 0.051, -0.1137, 0.3106
O, -0.079, 0.0021, 0.1461
O, -0.0978, 0.0349, -0.0221
O, -0.0142, 0.0956, 0.1291
O, -0.0584, 0.0866, -0.0147
O, 0.0101, -0.0285, -0.084
O, 0.0299, -0.1623, 0.0791
O, -0.0488, 0.017, -0.0086
Si, 0.1196, 0.0227, 0.1814
Si, -0.0635, 0.2466, -0.1786
Si, -0.0876, 0.1453, -0.0876
Si, -0.0291, -0.0405, 0.0077
Si, -0.0073, 0.0401, -0.0142
Si, -0.0382, -0.0842, -0.0964
Si, -0.1959, -0.1042, 0.0463
Si, -0.0987, -0.0868, 0.0189
Si, -0.002, 0.0252, 0.1003
Si, -0.056, -0.0272, -0.033
Si, 0.2247, -0.061, -0.0092
Si, 0.1527, -0.2441, -0.191
Si, -0.007, 0.1114, 0.1864
Si, -0.1458, -0.0486, -0.0126
Si, -0.0683, 0.0146, 0.1959
Si, -0.138, -0.0547, 0.1114
Si, 0.0298, -0.0361, -0.0014
Si, -0.0241, 0.0241, -0.0336
Si, -0.0279, -0.0379, -0.2432
Si, -0.1632, 0.2036, -0.1453
Si, 0.0922, -0.0443, 0.1998
Si, 0.2611, 0.1846, -0.0837
Si, -0.1084, 0.0634, 0.0138
Si, -0.0664, 0.1531, -0.0434
Si, -0.1987, 0.1835, 0.0899
Si, 0.0301, -0.0707, 0.0347
Si, -0.1083, -0.0156, -0.1347
Si, 0.1409, -0.0658, 0.3742
Si, 0.1672, 0.1266, -0.0078
Si, -0.0021, -0.1042, -0.1095
Si, 0.1004, -0.1212, 0.0116
Si, -0.0158, -0.026, -0.1437
Si, -0.0129, -0.0499, 0.0198
Si, 0.0986, 0.0328, 0.0923
Si, 0.1662, -0.0777, 0.0799
Si, 0.1287, -0.0254, 0.2407
Si, -0.1001, 0.0232, 0.0839
O, 0.0715, 0.0472, 0.0304
O, 0.0581, -0.0855, 0.0235
O, -0.034, -0.0127, -0.0974
O, 0.0014, 0.0146, 0.035
O, -0.0553, 0.0769, 0.1308
O, 0.098, -0.0805, 0.1484
O, -0.0386, -0.0572, 0.0416
O, 0.0035, -0.0074, -0.109
O, -0.032, 0.0028, 0.0534
O, -0.0573, -0.0026, -0.029
O, 0.0808, 0.0633, 0.0886
O, -0.0564, -0.0422, 0.0069
O, 0.0379, -0.0329, 0.0373
O, -0.101, -0.0112, -0.1138
O, 0.0072, 0.0084, -0.077
O, 0.0043, -0.0374, 0.0153
O, 0.0775, 0.0164, 0.0425
O, 0.0304, 0.0611, -0.0838
O, -0.0536, 0.0788, 0.0093
O, -0.0667, -0.1066, 0.0307
O, 0.0508, -0.0132, 0.0095
O, -0.0022, -0.0261, 0.0177
O, 0.0479, 0.0435, 0.0213
O, 0.0652, -0.0256, 0.0483
O, 0.0846, -0.0165, 0.1033
O, -0.1571, 0.0424, 0.1563
O, 0.0135, 0.0686, 0.0526
O, 0.1315, -0.1834, -0.2411
O, 0.0125, 0.0144, -0.0093
O, -0.0255, 0.1151, 0.0698
O, 0.0188, 0.006, -0.0574
O, -0.0082, 0.022, 0.0372
O, 0.0119, 0.0323, 0.0515
O, 0.1165, 0.0764, -0.028
O, 0.0574, -0.0759, -0.1163
O, -0.0966, -0.0649, -0.0181
O, 0.0606, 0.0427, -0.1259
O, -0.0308, -0.0981, 0.033
O, -0.0299, 0.0024, 0.0082
O, 0.0736, 0.0192, -0.1117
O, 0.1047, 0.0306, -0.335
O, 0.0344, -0.0776, -0.0357
O, -0.0861, 0.045, -0.058
O, 0.0224, 0.0415, -0.1479
O, -0.0189, -0.0081, -0.0388
O, 0.0172, 0.0295, 0.0457
O, 0.0431, 0.014, 0.0419
O, 0.0525, -0.0915, -0.0232
O, 0.0566, 0.008, 0.0363
O, 0.001, 0.0408, 0.0069
O, 0.0409, -0.0172, 0.0315
O, -0.0248, -0.1067, 0.0775
O, 0.0336, 0.0335, -0.0894
O, -0.0474, 0.039, -0.2443
O, -0.0174, 0.0145, -0.0257
O, 0.0357, -0.0466, 0.2008
O, -0.0247, 0.0259, -0.014
O, -0.0288, 0.0435, -0.0251
O, -0.0175, 0.0055, -0.0592
O, -0.0106, 0.0389, -0.0122
O, -0.0128, 0.0123, 0.0031
O, -0.0671, -0.0365, 0.0153
O, 0.0089, 0.039, 0.0184
O, 0.022, -0.0903, 0.0221
O, 0.0732, -0.1528, 0.285
O, -0.0435, 0.1046, -0.1259
H, -0.0585, -0.0575, 0.0014
H, -0.0185, 0.0233, -0.1179

The program warned: the cutoff lies below the one the program advises for these potential files; the forces do not sum to zero within the program's tolerance; the exchange-correlation potential is rough where the density is thin.
